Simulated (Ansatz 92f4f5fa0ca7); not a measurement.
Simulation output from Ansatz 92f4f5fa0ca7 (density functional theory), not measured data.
Periodic cell of 181 atoms, Si99O82, from a study of silicon, its oxide and their interface. The atomic structure is a simulated model.

Settings: functional r2SCAN; potential files Ansatz norm-conserving; basis plane waves; wave-function cutoff 1300 eV; density cutoff ratio 4; exchange-correlation grid ratio 1; k mesh 2 x 2 x 1, shifted by 0.5 0.5 0.5 of a step; self-consistency stop 5e-08 eV per atom in the density residual; occupations Fermi-Dirac, 0.05 eV; spin none; net charge 0.

Cell vectors (angstrom)
a	11.5403	0	0
b	0	11.5403	0
c	4.5621	5.7241	23.2684

Atoms: element, x, y, z (angstrom)
Si	1.9303	0.2189	2.3648
Si	9.6897	3.0851	-0.3672
Si	6.4328	12.4617	17.5253
Si	1.8411	3.037	-3.2581
Si	2.5331	1.3667	0.4189
Si	3.822	7.4669	-0.4834
Si	5.9933	-2.1299	-0.6536
Si	8.5468	7.9346	-0.5414
Si	9.6691	9.161	1.0736
Si	2.12	7.8684	2.2108
Si	1.979	3.738	2.2299
Si	1.9978	6.0035	-2.7055
Si	6.3669	5.9769	0.8147
Si	6.8584	2.8366	0.7323
Si	6.764	8.8313	2.3749
Si	11.0152	-0.0494	2.369
Si	11.1628	3.9615	2.126
Si	11.2358	7.9416	2.3288
Si	2.4936	2.042	3.7612
Si	2.6529	5.8157	3.2908
Si	2.6812	9.8136	3.4936
Si	6.4823	1.4665	3.6191
Si	6.4902	6.5235	3.1337
Si	6.5041	10.5989	3.8204
Si	10.413	2.0368	3.4167
Si	10.5216	5.8925	3.3351
Si	10.6165	9.7557	3.8625
Si	0.6205	2.0477	5.09
Si	0.8052	5.8501	4.8413
Si	0.9707	9.8571	5.1417
Si	4.5858	2.0551	4.9239
Si	4.6538	5.9612	4.5586
Si	4.5836	9.9527	4.934
Si	8.4352	2.0743	4.7966
Si	8.4305	6.0163	4.4876
Si	8.4799	9.907	4.9224
Si	0.7575	0.2184	6.56
Si	0.7034	4.0188	6.3566
Si	0.8297	7.7889	6.1409
Si	4.5539	0.2408	6.4422
Si	4.6692	4.0886	6.1497
Si	4.6517	7.8474	5.9805
Si	8.5262	0.2082	6.3366
Si	8.4159	4.1313	6.042
Si	8.4385	7.8466	6.0184
Si	2.706	0.3099	7.8706
Si	2.7166	4.1404	7.5923
Si	2.7842	7.7988	7.3777
Si	6.5936	0.1262	7.7323
Si	6.6048	3.9952	7.5897
Si	6.5203	7.8737	7.4549
Si	10.3176	0.2327	7.8328
Si	10.2399	4.0512	7.6334
Si	10.3781	7.8912	7.3498
Si	2.8006	2.3558	9.094
Si	2.6961	6.0769	8.9771
Si	2.8005	9.6718	8.7437
Si	7.2261	2.0345	8.9626
Si	4.6567	6.5016	10.1657
Si	6.4505	9.6515	9.1312
Si	10.6891	2.553	11.2212
Si	8.4738	6.6182	10.083
Si	8.4762	8.9683	10.1998
Si	10.0155	11.9139	13.4659
Si	0.6895	6.8383	10.0739
Si	0.8205	9.1776	9.8004
Si	5.2208	2.0375	11.1391
Si	6.5413	5.9724	8.8874
Si	4.4187	8.8224	10.2368
Si	9.643	2.1674	9.0692
Si	10.3556	6.0925	8.8259
Si	10.2941	9.6887	8.881
Si	13.0856	3.539	16.4213
Si	3.085	0.6867	12.6743
Si	10.5795	10.7631	16.1194
Si	8.453	8.7611	15.1847
Si	7.473	4.7102	14.591
Si	9.7474	5.3164	12.5935
Si	8.7609	6.2846	16.6683
Si	4.0975	2.894	18.0139
Si	13.0016	2.5239	10.9929
Si	3.7681	5.7263	19.1581
Si	9.8912	6.6454	22.1574
Si	10.4834	2.0038	17.0951
Si	9.8077	4.3502	18.552
Si	5.9651	9.4761	16.9046
Si	4.7109	7.055	21.681
Si	8.5049	6.6079	19.5827
Si	3.4844	12.5365	20.4624
Si	8.2875	1.9262	15.2684
Si	12.2383	8.602	17.7554
Si	3.5667	8.3136	17.6847
Si	2.2443	9.8651	19.9201
Si	12.3355	5.714	18.4043
Si	2.5621	3.3952	13.6579
Si	2.263	9.4618	12.3976
Si	11.5606	7.614	12.3545
Si	5.0028	4.7307	12.8036
Si	9.5092	9.056	12.3271
O	8.4662	2.8123	0.6525
O	10.7044	4.0222	0.4979
O	4.957	6.4683	0.1357
O	10.536	5.1762	22.3225
O	2.5547	2.9899	0.7866
O	0.5121	2.7017	-2.3982
O	2.8193	7.9954	0.6859
O	10.2429	10.7507	1.0109
O	5.9843	-2.4301	0.9466
O	6.9598	8.8172	15.8111
O	10.8848	7.7687	22.7079
O	8.3612	9.03	2.0633
O	2.9069	6.7619	-1.618
O	6.3595	4.3707	0.6711
O	6.3519	2.1218	2.0894
O	4.299	2.3685	9.8449
O	6.7061	1.7738	10.5473
O	3.9389	0.9526	-0.2814
O	12.4108	9.4135	19.1672
O	9.2105	3.7384	-1.7805
O	7.7039	12.789	16.6058
O	10.2161	4.0503	11.7025
O	3.4454	9.2485	19.0096
O	2.6945	1.6664	-3.0295
O	11.025	11.4934	14.715
O	2.4606	11.4536	19.8338
O	4.6274	8.7042	-1.1998
O	7.3717	8.8137	-1.3085
O	7.456	5.5555	15.9942
O	7.2778	3.1117	14.8301
O	2.0959	8.1913	17.0426
O	7.7179	6.6662	0.1568
O	9.1487	10.0852	15.8001
O	10.457	11.9264	17.2577
O	2.7607	13.1371	21.7667
O	9.7651	5.0657	17.0684
O	1.1593	9.9217	11.2683
O	3.7142	9.036	11.7585
O	3.0463	1.8378	13.8375
O	10.5654	1.5748	12.5418
O	5.355	3.3138	12.1118
O	8.9296	4.8788	13.9112
O	4.5765	0.7751	11.9712
O	9.7332	6.9933	20.5684
O	13.5084	3.6131	12.1554
O	8.7058	6.1813	11.6811
O	4.96	11.9469	20.8553
O	4.3961	4.4044	18.4861
O	12.8164	5.0189	17.0179
O	4.2154	6.9073	18.1461
O	8.5054	7.1261	18.0435
O	12.9996	3.6702	14.8098
O	8.45	8.7216	13.5647
O	8.5627	4.9516	19.4516
O	9.2729	7.4204	15.6384
O	4.6306	5.84	11.6989
O	11.0154	6.22	13.0728
O	6.2739	5.2482	13.6615
O	2.4147	4.4257	-2.6348
O	11.5864	7.143	18.1034
O	1.4061	8.2337	13.1046
O	4.4922	8.9289	16.522
O	4.4099	5.8559	20.6357
O	2.324	6.5645	-4.198
O	9.7453	2.7376	18.3686
O	9.7518	2.4811	15.7195
O	13.6768	5.809	19.3269
O	9.8811	10.6413	12.4982
O	5.9174	6.6331	22.6598
O	3.6109	2.137	19.3427
O	14.5298	2.9458	16.8434
O	5.835	11.0892	16.909
O	3.7746	4.4621	13.8419
O	3.3926	7.3806	22.5518
O	11.2524	4.7735	19.1767
O	5.3924	2.1524	17.3995
O	13.5014	1.0473	11.5567
O	12.0139	2.4898	17.0131
O	2.6741	10.7789	13.2952
O	8.5591	0.8569	14.0728
O	11.492	9.5618	16.6973
O	6.2984	8.9894	18.4161

Results
free energy: -49707.743 eV
free energy less fixed offsets of O -463.61, Si -117.95 eV per atom: -14.673 eV
pressure: -1.59 GPa
stress xx, yy, zz, yz, xz, xy (GPa, positive in tension): 1.3, 1.83, 1.64, -0.12, -0.05, -0.26

Forces (eV/angstrom), in the order of the atoms: element, x, y, z
Si	0.0109	-0.0433	-0.0418
Si	0.0187	-0.0612	-0.0629
Si	0.0217	0.077	-0.0059
Si	0.1349	0.0642	-0.005
Si	0.2169	-0.2768	-0.0226
Si	-0.0687	0.1634	-0.193
Si	-0.0161	0.1585	-0.1151
Si	-0.2322	0.1393	-0.6032
Si	0.3227	0.3962	0.0528
Si	0.331	0.2252	-0.6862
Si	0.7695	-0.4199	-0.5936
Si	0.0662	-0.1027	-0.1145
Si	-0.046	-0.0504	0.3726
Si	-0.0816	0.0298	-0.0651
Si	-0.0164	0.7703	-0.3297
Si	-0.1475	-0.4085	-0.3947
Si	-0.7706	-0.0244	-0.4989
Si	-0.2184	0.0976	0.24
Si	0.1255	-0.2586	0.2252
Si	-0.218	-0.1351	0.0182
Si	-0.037	0.3387	0.1464
Si	-0.2369	0.3332	-0.5747
Si	0.0758	0.1126	-0.1894
Si	0.092	-0.1093	-0.1408
Si	0.0404	-0.0465	-0.0028
Si	0.1858	0.3717	-0.0468
Si	0.0144	-0.037	0.0302
Si	-0.0745	0.1041	0.1325
Si	-0.1426	-0.2429	-0.1084
Si	-0.1597	0.0858	0.052
Si	-0.2015	-0.0383	-0.0287
Si	0.1322	0.0453	0.0981
Si	-0.2126	0.0562	0.1085
Si	0.276	-0.0391	0.1839
Si	0.0196	0.0074	0.1977
Si	0.3591	0.0979	0.123
Si	0.1397	-0.0152	-0.1344
Si	-0.1186	-0.0805	0.0065
Si	0.1218	0.0182	0.1865
Si	0.0862	0.1555	0.1103
Si	0.0742	-0.0228	0.0327
Si	-0.0052	0.0011	0.2762
Si	0.0092	-0.0779	-0.1015
Si	-0.0437	-0.1169	-0.0638
Si	-0.0919	0.2433	0.1868
Si	-0.0066	0.1109	0.0074
Si	-0.0185	0.0454	-0.1612
Si	0.0399	-0.0943	-0.0767
Si	-0.1581	-0.1751	0.0073
Si	-0.1059	-0.008	0.073
Si	0.0064	-0.1807	0.0401
Si	-0.1602	0.117	0.1085
Si	0.1665	0.1397	-0.001
Si	-0.1377	-0.0919	-0.1763
Si	0.738	-0.1152	-0.2027
Si	-0.0737	-0.0425	-0.061
Si	0.001	0.0143	-0.2754
Si	-0.0944	-0.1576	0.1616
Si	-0.1499	-0.9246	0.6236
Si	0.1681	0.1027	-0.1038
Si	-0.3005	0.2901	0.2361
Si	0.1397	-0.0536	0.231
Si	0.0781	-0.0049	-0.0513
Si	-0.0665	0.0558	0.3005
Si	-0.0826	0.0932	0.4063
Si	0.1871	0.2888	0.0964
Si	-0.0753	-0.0593	0.1154
Si	0.1322	0.0789	-0.0652
Si	-0.3817	0.7731	0.4372
Si	0.1077	-0.0114	-0.0209
Si	-0.013	-0.0162	0.0192
Si	-0.1279	-0.0383	-0.119
Si	-0.0437	0.0142	-0.118
Si	0.097	0.1921	0.556
Si	-0.0376	0.1099	0.2697
Si	-0.0173	-0.0444	0.2328
Si	-0.2654	-0.047	0.2548
Si	-0.2783	0.0193	-0.0015
Si	-0.1591	-0.1018	0.0067
Si	0.0889	0.0774	-0.1685
Si	0.013	-0.1037	0.5929
Si	-0.0238	-0.1429	-0.1704
Si	-0.1265	-0.074	-0.2337
Si	0.0106	0.0973	0.1726
Si	-0.1092	-0.1899	0.1284
Si	-0.1117	0.0068	-0.1135
Si	0.1835	-0.0555	-0.1188
Si	-0.0182	-0.0211	0.0139
Si	0.0249	-0.0282	-0.1818
Si	-0.0798	0.1793	0.0284
Si	-0.1325	-0.1116	-0.0298
Si	0.0526	-0.0891	-0.254
Si	0.0169	0.0251	-0.2589
Si	-0.0073	-0.1492	-0.0446
Si	0.0091	0.0603	0.4939
Si	-0.0242	0.1813	-0.1396
Si	0.6181	-0.8649	-0.0747
Si	0.0304	0.1392	0.3372
Si	-0.5706	0.4466	0.0581
O	0.0264	0.011	-0.1089
O	0.1487	-0.2139	0.3344
O	0.1571	-0.0483	0.0016
O	-0.0779	-0.1153	0.0396
O	-0.4907	0.0919	0.385
O	-0.0323	-0.2536	0.0982
O	-0.105	-0.2098	0.5002
O	-0.0935	-0.3472	0.2621
O	0.1216	-0.2748	0.2312
O	0.1325	0.1298	0.0086
O	0.0739	0.1591	0.3266
O	0.0425	-0.147	0.1884
O	0.0988	0.03	0.1807
O	0.1285	-0.2665	-0.2534
O	0.1549	-0.1556	0.347
O	-0.2038	0.1186	0.0618
O	0.0405	0.2009	-0.5418
O	0.0715	0.2097	-0.1652
O	0.3133	-0.1168	-0.111
O	0.0967	-0.0812	0.2135
O	0.0439	0.0177	-0.1258
O	0.0467	-0.1535	0.1152
O	-0.2221	-0.0546	0.0264
O	-0.038	0.1015	-0.0589
O	-0.2624	-0.065	-0.1426
O	0.1596	-0.0356	0.208
O	0.1125	-0.1741	0.2411
O	-0.0734	-0.2972	0.3363
O	0.36	0.0037	-0.1917
O	0.2692	0.0568	-0.0185
O	0.0169	0.0887	0.371
O	-0.0217	0.0536	-0.2506
O	0.0962	-0.1152	-0.1118
O	0.0136	-0.0358	-0.3312
O	-0.2111	-0.1319	-0.0369
O	-0.1306	0.1427	0.1882
O	0.1542	-0.2264	0.09
O	-0.1142	-0.1156	-0.3096
O	-0.0609	0.0049	-0.5961
O	-0.025	0.1509	-0.255
O	-0.1107	-0.0127	-0.1513
O	0.0388	0.041	-0.1525
O	-0.1735	0.1382	-0.1407
O	-0.2235	-0.1636	0.2435
O	-0.0325	-0.3265	-0.3527
O	0.0706	-0.1494	-0.1989
O	-0.1092	-0.0089	-0.1706
O	-0.1942	0.0102	0.0609
O	-0.0461	-0.081	0.1925
O	-0.2359	0.103	0.1743
O	0.0773	-0.2926	0.0476
O	0.1967	-0.1157	-0.032
O	0.4197	0.1025	0.0452
O	0.3506	0.3535	-0.1978
O	-0.1544	0.1221	-0.025
O	0.0656	0.2186	-0.4151
O	-0.0487	0.3562	-0.0215
O	0.0228	-0.1558	-0.0846
O	-0.2113	0.0021	-0.1078
O	0.3027	0.1252	0.0061
O	-0.2026	0.1089	-0.1122
O	0.1345	0.0352	0.4232
O	-0.028	0.2874	0.0296
O	-0.1809	-0.1333	0.0504
O	0.2004	0.2063	-0.2878
O	-0.1439	-0.2373	0.0589
O	0.1135	0.0594	-0.1423
O	0.0167	-0.0881	0.1745
O	-0.132	0.3755	-0.1128
O	0.0037	-0.1308	0.0877
O	-0.0781	0.1077	0.1236
O	0.1662	-0.1222	0.1435
O	0.0279	-0.1501	-0.3468
O	-0.0198	0.2515	0.0974
O	-0.0847	0.0865	-0.1954
O	-0.0669	-0.1226	0.1608
O	0.116	0.1659	0.1164
O	-0.1139	0.0963	-0.054
O	-0.0768	-0.2558	-0.398
O	0.3441	-0.0082	-0.0315
O	-0.0841	0.0571	-0.0544
O	-0.0879	0.0563	-0.0367
